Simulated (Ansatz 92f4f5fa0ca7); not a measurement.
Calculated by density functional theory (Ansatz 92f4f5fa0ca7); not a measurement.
Periodic cell of 223 atoms, Si132O90B1, from a study of silicon, its oxide and their interface. The atomic structure is a simulated model.
Doubt: the cutoff is far below the 930 eV that the study's wrapper takes by default for these files, so forces and energies are approximate.
This geometry differs little from another in the collection (a relaxation step or a small displacement).

Settings: functional PBE; potential files Ansatz PAW; basis plane waves; wave-function cutoff 580 eV; density cutoff ratio 5; exchange-correlation grid ratio 1; k mesh 1 x 1 x 1, Gamma-centred; self-consistency stop 5e-08 eV per atom in the density residual; occupations fixed; spin none; net charge -1 e, with a uniform compensating background and no finite-size correction.

Cell vectors (angstrom)
a	10.938	0	0
b	0	10.938	0
c	0	0	32.1988

Atoms and the computed forces on them: element, x, y, z (angstrom), force x, y, z (eV/angstrom)
Si	10.5839	0.2315	24.8624	0.0168	-0.0041	0.1416
Si	5.7342	10.6853	24.738	0.0045	0.0004	0.1021
Si	2.4777	2.9223	24.6361	-0.0015	0.0024	0.1206
Si	8.4243	2.4677	24.8222	0.0009	0.0068	0.0915
Si	0.2713	5.1734	24.7532	0.0164	-0.0064	0.0984
Si	5.1571	5.7532	24.6823	-0.0159	0.0054	0.1161
Si	2.9319	8.0127	24.5901	0.0058	-0.0188	0.1301
Si	7.9364	8.4429	24.7265	0.0101	-0.0075	0.1245
Si	1.3278	1.3879	26.0364	-0.0027	0.0161	-0.0165
Si	6.8422	1.3151	26.1172	0.0183	-0.0172	0.0244
Si	4.0458	4.1095	25.9844	-0.0057	0.008	-0.001
Si	9.6037	4.0644	26.0842	0.0114	-0.0033	-0.0021
Si	1.3951	6.8328	25.9987	0.0115	0.008	0.0078
Si	6.7683	6.8572	26.024	0.0011	0.0157	-0.0136
Si	4.0981	9.5413	25.9958	0.003	-0.0048	-0.0099
Si	9.4636	9.5739	26.1449	-0.0253	0.0128	0.0148
Si	2.7262	-0.0014	27.3509	-0.0038	-0.0022	-0.059
Si	8.157	-0.0162	27.5586	-0.0152	-0.0239	0.1134
Si	0.0101	2.7246	27.4897	0.0105	0.0055	0.0852
Si	5.4387	2.7492	27.3695	-0.005	-0.0067	-0.0498
Si	2.7297	5.4723	27.4305	0.0046	0.0058	0.0265
Si	8.1838	5.4772	27.3597	0.004	-0.0139	-0.0533
Si	-0.0081	8.188	27.3789	-0.0021	-0.0136	-0.0495
Si	5.4392	8.2059	27.4475	-0.0143	-0.0156	0.0509
Si	4.0779	1.3702	28.7464	0.0226	0.0023	0.0753
Si	9.5803	1.3581	28.8618	-0.0349	-0.0041	-0.1308
Si	1.3695	4.118	28.8279	-0.0189	-0.0618	-0.0877
Si	6.8261	4.108	28.7422	0.0099	-0.0158	0.075
Si	4.0999	6.8228	28.814	-0.0112	0.006	-0.0563
Si	9.555	6.8255	28.7537	0.004	0.0337	0.0599
Si	1.3679	9.5694	28.7389	-0.0301	0.0003	0.0745
Si	6.7768	9.5467	28.8779	0.1076	0.0346	-0.1466
Si	0.0201	-0.0232	30.1759	0.0364	-0.021	0.0142
Si	5.4259	0.0164	30.1761	-0.0485	0.0391	0.0206
Si	2.7387	2.7312	30.1668	-0.0073	-0.0049	0.0016
Si	8.1885	2.7508	30.1533	-0.0087	0.0148	0.0052
Si	-0.0209	5.4737	30.1583	-0.0153	0.0169	0.0033
Si	5.4813	5.4596	30.1633	0.0173	-0.0138	0.0096
Si	2.7215	8.2109	30.1408	0.0016	0.0187	-0.0072
Si	8.2041	8.1809	30.1743	0.013	-0.0271	0.0167
Si	1.377	1.3581	31.5488	0.0134	-0.0045	0.0188
Si	6.8261	1.3797	31.5185	-0.0023	0.0031	0.0033
Si	4.1156	4.0939	31.5371	-0.0011	-0.0093	0.0065
Si	9.5615	4.1013	31.5335	0.004	-0.0017	0.0214
Si	1.3579	6.8478	31.5062	-0.018	0.0017	-0.0028
Si	6.8473	6.8152	31.5556	0.01	0.0058	0.0251
Si	4.0757	9.5714	31.5386	0.003	-0.0043	0.0288
Si	9.5797	9.5533	31.5399	-0.0061	-0.0051	0.0022
Si	2.7402	-0.0037	0.7393	-0.0199	-0.008	0.0106
Si	8.1974	0.0066	0.6831	0.0317	0.0132	-0.0246
Si	-0.0055	2.7327	0.7118	-0.0085	-0.0053	0.0062
Si	5.4845	2.7322	0.719	0.0077	0.0095	-0.005
Si	2.7383	5.4959	0.6768	0.0232	-0.0144	-0.0258
Si	8.2174	5.4491	0.737	-0.004	0.0071	0.0109
Si	0.0158	8.1882	0.7113	-0.0018	0.0017	-0.0048
Si	5.4668	8.2083	0.7082	-0.0127	-0.0051	-0.0037
Si	4.1333	1.3645	2.0952	0.0254	-0.0087	-0.0194
Si	9.5586	1.3495	2.0803	-0.0099	-0.0126	0.005
Si	1.3812	4.1342	2.0424	-0.0579	0.0205	-0.0287
Si	6.85	4.0807	2.1091	0.0036	-0.0516	0.0138
Si	4.1094	6.8296	2.0857	0.0381	0.0281	0.0187
Si	9.5914	6.8315	2.0869	0.022	-0.0236	-0.0114
Si	1.3807	9.5413	2.0932	0.0548	-0.0231	-0.0026
Si	6.8329	9.5973	2.0675	-0.0347	0.009	-0.0164
Si	-0.0124	-0.0464	3.4199	0.0737	0.1202	0.0916
Si	5.5003	0.0109	3.5088	-0.0557	-0.0184	-0.0954
Si	2.7777	2.799	3.3796	-0.0455	-0.1704	0.1721
Si	8.1858	2.6808	3.499	0.1127	0.1073	-0.0739
Si	0.0382	5.4751	3.4633	-0.0511	-0.0262	0.0038
Si	5.4876	5.4639	3.4565	0.0198	0.0176	0.0694
Si	2.7753	8.2024	3.494	-0.0892	-0.0144	-0.0732
Si	8.2054	8.224	3.395	-0.0145	-0.0556	0.1353
Si	1.4041	1.3871	4.672	-0.0655	-0.0414	-0.1112
Si	6.8406	1.3363	4.9517	0.0049	0.007	0.0889
Si	4.1394	4.0881	4.8463	0.0449	0.0853	-0.0636
Si	9.5949	4.0739	4.7927	-0.12	-0.0801	-0.0228
Si	1.4135	6.827	4.8636	0.0615	0.0824	-0.0287
Si	6.863	6.8734	4.7912	0.0207	-0.048	-0.0404
Si	4.1464	9.5795	4.8785	0.0069	0.0093	0.0895
Si	9.5535	9.5332	4.8208	0.0096	0.0273	-0.0898
Si	2.7498	0.0989	6.1125	-0.0643	0.084	-0.038
Si	8.2209	-0.076	6.2938	0.0491	-0.0638	0.0871
Si	0.0433	2.6797	6.0748	0.1912	0.0857	0.1123
Si	5.4687	2.7321	6.3232	-0.0535	0.0237	0.053
Si	2.8049	5.4825	6.2265	-0.0717	-0.1101	0.1466
Si	8.2538	5.478	6.1196	0.1028	0.147	0.1123
Si	0	8.1766	6.1845	-0.0821	-0.1279	0.1247
Si	5.5382	8.2223	6.2597	0.0273	-0.1067	0.008
Si	3.7898	1.6176	7.6354	0.0323	0.0334	-0.1833
Si	9.8551	1.143	7.4747	-0.0742	-0.0034	-0.2037
Si	1.5593	3.8761	7.4312	-0.3506	0.1155	-0.3984
Si	6.6774	4.4191	7.5008	-0.0641	0.0267	-0.1788
Si	4.4019	6.631	7.5748	0.0276	0.0907	-0.2741
Si	9.4879	6.8973	7.6007	-0.0236	-0.225	-0.633
Si	1.1295	9.8844	7.3239	0.1039	0.0421	-0.1513
Si	7.2041	9.1725	7.6837	-0.0222	0.029	-0.2476
O	8.2972	7.9784	7.8993	-0.1891	0.3378	0.2921
O	2.6638	2.7743	7.9771	0.2361	-0.1742	0.295
O	9.5188	1.3536	24.2585	-0.0036	0.0062	-0.0469
O	4.0508	6.8691	24.124	0.0045	0.0001	-0.0667
O	0.0414	0.0258	7.9712	-0.0232	-0.0177	0.111
O	5.5475	5.5212	8.0154	0.0544	-0.1007	0.1335
O	6.8442	9.5745	24.1917	-0.0013	0.0057	-0.0518
O	1.3664	4.066	24.1655	-0.0069	0.0019	-0.0544
O	3.8566	7.375	8.9467	0.0394	0.0392	0.1571
O	0.6127	4.4528	8.587	0.0359	0.0937	-0.0672
O	9.9755	6.2376	8.9866	-0.0682	0.0079	-0.0854
O	2.0502	9.2703	8.5169	0.0052	0.03	0.0621
O	7.4933	3.9284	8.844	0.055	-0.0678	0.1039
O	4.2485	0.9471	9.0785	0.0811	-0.0017	0.2411
O	6.764	9.5412	9.2185	-0.0261	0.011	0.3286
O	9.1988	1.8493	8.8068	-0.0702	0.0649	0.164
O	7.7076	3.1581	23.5178	-0.0456	0.0378	-0.1172
O	10.4986	5.8536	23.4425	-0.0295	0.0375	-0.1002
O	5.0894	0.4475	23.4011	-0.0268	0.0355	-0.1079
O	5.8673	5.102	23.3474	0.0313	-0.0384	-0.0924
O	3.1046	2.2172	23.2693	0.0429	-0.0321	-0.1069
O	2.2985	8.7214	23.2169	-0.043	0.0321	-0.0987
O	8.6195	7.7599	23.389	0.0466	-0.0394	-0.1203
O	0.2429	10.3354	23.599	0.0179	-0.042	-0.1281
Si	4.3914	1.5808	22.4639	-0.0156	-0.0147	0.1344
Si	3.4689	7.9406	13.9986	-0.0071	0.0229	-0.2181
Si	7.1131	0.9475	14.6632	0.0134	-0.0031	-0.169
Si	0.9452	9.3631	22.5187	0.0099	0.0009	0.1372
Si	1.153	4.3318	11.7033	-0.0773	0.1559	-0.3525
Si	6.2431	8.9549	15.309	0.0188	-0.0185	-0.1537
Si	0.6974	1.3686	12.2001	-0.0223	-0.0029	-0.1812
Si	8.6366	4.9576	20.4951	-0.009	0.0183	0.0103
B	0.3683	5.7045	9.3318	0.198	-0.1128	-0.0267
Si	5.0991	3.132	17.9358	0.0017	-0.0033	-0.0937
Si	0.8837	3.7791	16.6892	-0.0167	-0.0093	-0.1477
Si	10.407	2.8535	19.1945	-0.0019	0.0155	-0.0594
Si	5.2806	1.1808	10.3492	-0.0506	-0.0613	-0.2357
Si	0.8883	0.1838	19.8406	-0.003	-0.0256	-0.003
Si	6.6377	9.4509	10.8562	-0.0386	0.0193	-0.2718
Si	9.3451	9.6819	18.316	0.0094	-0.0066	-0.0971
Si	9.3635	9.2583	12.571	-0.006	0.0088	-0.1935
Si	6.5773	3.8534	22.577	0.0099	-0.0054	0.1346
Si	2.3469	7.9065	9.3604	-0.0994	-0.138	-0.1596
Si	10.5905	7.3781	17.0523	0.0025	0.0139	-0.0954
Si	2.516	6.3027	16.5568	-0.0195	0.0135	-0.1141
Si	10.1806	4.5098	14.1045	-0.0333	-0.001	-0.1976
Si	6.1383	9.1831	18.5039	0.0087	-0.0048	-0.0924
Si	7.9692	2.5702	9.6011	0.0512	-0.02	-0.2587
Si	8.8889	2.1226	12.4655	0.0341	0.0339	-0.2149
Si	5.3358	6.2461	18.0521	-0.0018	-0.0103	-0.0554
Si	3.9279	0.5589	19.4628	0.008	0.0172	0.0014
Si	4.2683	3.8296	12.0443	0.0124	0.0043	-0.2385
Si	5.522	6.5978	12.1206	-0.0035	0.0288	-0.218
Si	8.016	2.5029	17.213	-0.0052	-0.0209	-0.1229
Si	4.3645	2.4877	14.9592	0.0059	0.0126	-0.1688
Si	1.5386	1.2333	15.1901	-0.0025	0.0013	-0.1681
Si	1.5427	9.3868	11.9923	0.0331	-0.1107	-0.2371
Si	8.0237	6.8495	13.8527	0.0045	-0.0188	-0.1443
Si	10.3744	9.8553	15.4683	-0.0174	0.0268	-0.1633
Si	9.8089	7.0204	22.5466	-0.0222	0.002	0.1388
Si	8.1172	5.4847	17.3918	0.0209	-0.0068	-0.0764
O	6.0379	7.9519	11.274	-0.02	-0.0736	0.1099
O	5.9967	9.1991	16.8893	-0.0062	0.003	0.1205
O	7.683	1.3343	13.1941	-0.0296	-0.03	0.1139
O	0.9745	1.7522	13.7631	0.0304	0.0078	0.1587
O	9.4132	6.2825	16.8513	-0.0135	0.003	0.0383
O	6.7271	6.2067	13.1333	0.0472	-0.0022	0.0954
O	5.1119	4.6684	18.6074	-0.0007	0.0072	0.0273
O	9.2241	2.1422	18.2723	0.0305	0.0021	0.0445
O	2.3723	0.0931	19.0784	0.0009	0.0004	0.0032
O	9.4235	10.2475	16.7632	-0.019	-0.0066	0.0921
O	2.7831	4.3699	11.6874	0.079	-0.0135	0.0777
O	5.0707	10.3222	19.1052	-0.0085	0.0062	0.0164
O	9.4217	3.1953	13.5399	0.0156	0.0268	0.0982
O	0.4719	1.7781	19.9222	0.0008	-0.0019	0.0185
O	3.161	1.3699	15.0761	0.0085	-0.0049	0.0465
O	8.1763	5.3894	19.0084	0.0021	-0.0062	0.0427
O	3.8995	6.6202	17.3665	0.0251	-0.0026	0.0397
O	4.5874	3.2891	16.3794	0.0165	0.0228	0.1094
O	9.0329	5.6541	14.265	-0.0036	-0.0086	0.0617
O	5.4536	2.7688	22.1293	0.0029	0.0021	-0.0371
O	10.7371	4.2678	15.6048	0.0447	-0.0291	0.1093
O	0.3198	3.8724	18.2223	-0.0181	-0.0114	0.0602
O	10.4251	10.5148	19.2244	0.0173	0.017	0.0232
O	9.601	10.0379	14.0321	0.0419	0.0136	0.1412
O	10.9038	8.1334	22.0847	0.0066	0.0031	-0.0356
O	1.1425	2.1937	16.4405	-0.0141	0.0282	0.0677
O	9.7496	3.7622	20.388	0.0063	-0.0056	0.0033
O	8.1792	4.0275	16.6746	-0.0025	0.0114	0.0441
O	-0.0759	9.1152	11.9186	-0.0344	0.0175	0.0592
O	6.5907	2.4452	18.0079	-0.0152	0.0053	0.0397
O	5.5642	10.6995	11.171	0.0084	-0.0139	0.0894
O	7.7513	9.5908	18.8251	-0.0084	-0.0004	0.0279
O	10.0356	1.0088	12.0559	0.0023	0.004	0.0552
O	1.3575	6.729	8.9485	0.0748	0.0549	-0.02
O	0.5511	4.7756	13.1742	-0.0349	0.0052	0.2101
O	5.7138	7.6187	18.9718	-0.0024	0.0063	0.0254
O	5.2238	5.0815	11.5081	-0.0184	-0.0113	0.0606
O	2.6965	7.001	15.0957	-0.0261	-0.0523	0.1144
O	0.8785	2.7356	11.3482	-0.0113	-0.0866	0.0603
O	0.8462	10.715	15.4963	-0.007	-0.0197	0.0552
O	2.3027	8.4622	10.8921	-0.0475	0.0944	0.2221
O	4.7191	2.4181	11.2874	-0.0231	0.081	0.1275
O	4.2653	3.5192	13.6798	-0.0098	-0.0416	0.1693
O	2.2326	4.688	16.4908	0.0115	0.0037	0.0359
O	10.7116	8.2708	15.6822	0.0082	-0.033	0.0679
O	6.9086	10.2831	14.6722	-0.0052	-0.0118	0.0555
O	2.3392	8.9741	13.3828	0.0517	-0.0218	0.1533
O	8.021	1.5113	15.9126	0.0155	0.038	0.1005
O	4.1071	6.9999	12.8318	-0.044	0.0279	0.1172
O	4.1828	2.0097	18.7151	-0.0118	-0.021	0.0273
O	7.306	4.4163	21.2502	0.0215	0.0066	-0.0381
O	8.4039	2.9109	11.1273	0.0319	-0.0072	0.1772
O	1.1758	6.8622	17.3367	0.0052	0.0013	0.0376
O	5.6547	1.5769	14.7543	-0.0108	0.0061	0.0506
O	8.1082	9.7686	11.5884	0.0715	0.0025	0.1052
O	9.2112	6.2902	21.229	-0.0101	-0.0184	-0.0408
O	8.9225	7.7332	12.8573	-0.0267	-0.0422	0.0736
O	1.6426	0.0923	11.7759	-0.0121	0.0406	0.0483
O	6.64	6.1228	17.0509	-0.0132	-0.0006	0.035
O	7.3713	7.7891	15.0404	-0.0228	0.0245	0.0706
O	1.2101	10.3159	21.2295	0.0025	0.0238	-0.0544
O	10.0423	8.2056	18.3406	-0.004	0.0148	0.0369
O	3.9543	0.8589	21.0759	-0.004	-0.0158	-0.0479
O	0.4528	5.3908	10.7355	-0.0409	-0.0064	0.2316
O	6.6987	1.56	9.6377	-0.0037	0.0063	0.0797
O	4.7577	8.7069	14.6659	0.0332	0.0136	0.0701

Results
free energy: -135249.900 eV
free energy less fixed offsets of B -154.04, O -568.88, Si -635.61 eV per atom: 3.860 eV

The program warned: the cutoff lies below the one the program advises for these potential files; the forces do not sum to zero within the program's tolerance; the exchange-correlation potential is rough where the density is thin.
